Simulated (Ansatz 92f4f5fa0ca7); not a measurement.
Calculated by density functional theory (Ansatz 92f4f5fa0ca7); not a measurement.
Periodic cell of 260 atoms, Si140O88H32, with a vacuum gap, from a study of silicon, its oxide and their interface. The atomic structure is a simulated model.

Settings
functional: r2SCAN
potential files: Ansatz PAW
basis: plane waves
wave-function cutoff: 800 eV
density cutoff ratio: 5
exchange-correlation grid ratio: 1
k mesh: 1 x 1 x 1, shifted by 0.5 0.5 0 of a step
self-consistency stop: 1e-11 eV per atom in the density residual
occupations: fixed
spin: none
net charge: 0
applied field: sawtooth along c, amplitude -0.015 V/angstrom in the program's sign convention, ramp centred at 0.9890 of c and 0.0220 of c wide, no dipole correction

Cell vectors (angstrom)
a 10.888 0 0
b 0 10.888 0
c 0 0 45.4316

Atoms: element, x, y, z (angstrom)
Si -0.3643 0.1336 30.475
Si 2.3991 3.0411 30.1907
Si 0.0463 5.147 30.3379
Si 2.8935 8.043 30.458
Si 5.8154 -0.0578 30.594
Si 8.3995 2.3749 30.6026
Si 5.116 5.8263 30.3391
Si 7.8148 8.463 30.3849
Si 1.3362 1.3763 31.5632
Si 4.0228 4.1103 31.5649
Si 1.263 6.7921 31.613
Si 4.1106 9.6103 31.7083
Si 6.9256 1.3066 32.0638
Si 9.5187 4.0305 31.7934
Si 6.7178 6.8668 31.6998
Si 9.3988 9.5075 31.813
Si 0.0257 2.6675 33.0946
Si 2.6937 0.062 32.999
Si -0.0449 8.1365 33.0398
Si 2.6718 5.4447 33.0089
Si 5.3865 2.7727 33.0374
Si 8.2119 -0.0775 33.3525
Si 5.4179 8.2176 33.118
Si 8.1129 5.4665 33.022
Si 1.3638 4.0723 34.4206
Si 4.0475 1.3907 34.4058
Si 1.3449 9.5413 34.359
Si 4.0357 6.8132 34.3921
Si 6.7618 4.1161 34.4002
Si 9.5949 1.3537 34.5329
Si 6.7659 9.4797 34.5682
Si 9.4908 6.7873 34.4161
Si 0.0513 -0.0222 35.8293
Si 2.7161 2.7292 35.8033
Si -0.0219 5.4259 35.7684
Si 2.6976 8.1825 35.7462
Si 5.3984 0.0227 35.8066
Si 8.1492 2.7419 35.766
Si 5.4184 5.4731 35.7685
Si 8.1652 8.1195 35.8467
Si 1.3855 1.35 37.1819
Si 4.0899 4.0979 37.1348
Si 1.3533 6.8066 37.1052
Si 4.0555 9.5209 37.1476
Si 6.8042 1.3712 37.13
Si 9.5129 4.0718 37.148
Si 6.7886 6.7744 37.1791
Si 9.5441 9.5138 37.152
Si -0.0103 2.7058 38.5138
Si 2.7336 -0.0128 38.5347
Si 0.0283 8.1641 38.4861
Si 2.7155 5.4509 38.4809
Si 5.4614 2.7396 38.4811
Si 8.1744 0.001 38.4833
Si 5.4328 8.1622 38.511
Si 8.1621 5.4192 38.5217
Si 1.3684 4.0805 6.9214
Si 4.112 1.3795 6.9021
Si 1.3718 9.5044 6.9581
Si 4.0734 6.7885 6.9435
Si 6.8168 4.0497 6.9586
Si 9.5288 1.3309 6.9554
Si 6.8198 9.531 6.9152
Si 9.5619 6.8016 6.8857
Si 0.0156 -0.0266 8.3214
Si 2.7408 2.708 8.2683
Si 0.0172 5.4636 8.265
Si 2.7293 8.1467 8.3266
Si 5.4713 0.039 8.252
Si 8.1799 2.6915 8.3285
Si 5.4309 5.403 8.2935
Si 8.221 8.1583 8.2298
Si 1.4043 1.3509 9.6458
Si 4.0698 4.0362 9.6827
Si 1.3638 6.7702 9.6947
Si 4.1117 9.5815 9.5872
Si 6.8003 1.3396 9.6966
Si 9.5725 4.0951 9.6138
Si 6.872 6.7754 9.5345
Si 9.5519 9.4729 9.6686
Si 0.0982 2.7931 10.9623
Si 2.7593 -0.0094 11.0293
Si 0.0035 8.1124 11.0789
Si 2.7236 5.3981 11.0574
Si 5.4053 2.6735 11.08
Si 8.1987 -0.0382 11.0027
Si 5.5784 8.2316 10.7861
Si 8.163 5.4081 10.9501
Si 1.43 4.032 12.5477
Si 4.0908 1.3071 12.5166
Si 1.3962 9.4945 12.3988
Si 4.2224 6.8897 12.0525
Si 6.7846 4.0734 12.3516
Si 9.5763 1.4188 12.1979
Si 6.8655 9.4477 12.3452
Si 9.5155 6.6893 12.3889
Si 0.2178 0.2984 13.5298
Si 2.5201 2.3944 13.9565
Si -0.3401 5.0518 13.7384
Si 3.1005 8.3054 13.5004
Si 5.2723 -0.3755 13.6849
Si 8.331 2.8342 13.5967
Si 5.6357 5.7575 13.5112
Si 7.9468 7.83 13.6954
Si -8.461 24.0394 19.2636
Si 5.9308 30.5364 19.9421
Si 7.2312 26.3246 23.0764
Si 12.27 9.8515 28.3585
Si 11.4148 30.6151 20.0594
Si 27.515 11.301 26.4546
Si 30.5707 11.4676 17.7422
Si 24.8175 23.2102 27.6312
Si -5.6358 38.8512 21.3748
Si 17.553 30.9049 24.7308
Si 19.5206 -0.8272 20.3629
Si 0.4487 6.2516 21.5883
Si 14.7654 4.8383 19.1043
Si -3.3522 17.025 25.6015
Si 11.6869 27.1271 16.615
Si 26.7284 10.3901 22.4135
Si 14.4338 6.1578 15.5552
Si 2.2455 21.8955 21.4147
Si 32.8432 -2.796 23.6533
Si 14.7944 18.5148 17.9225
Si 25.7619 13.7327 16.8003
Si -1.8008 21.3576 23.3122
Si -12.0076 9.4343 15.6682
Si 17.4883 1.3652 15.8608
Si -1.5635 39.4094 28.1845
Si -16.4879 2.1173 23.8096
Si 6.3741 12.9621 28.5022
Si 13.2793 2.8463 24.8759
Si 21.3875 -18.895 18.3427
Si 31.3652 14.7257 21.0437
Si 2.861 16.5392 25.8314
Si 2.7735 -4.1309 23.071
Si 11.6201 40.4759 26.5587
Si 11.8907 8.1992 17.2977
Si -5.4992 4.7835 27.4577
Si 0.102 1.7486 22.9845
O 10.459 13.7307 21.9474
O 14.3539 -15.4582 24.4722
O 22.6988 -3.5492 20.4922
O 7.6526 2.125 14.8977
O 15.2322 22.3246 27.259
O -8.9795 17.6108 26.5518
O 9.8918 5.5397 29.1189
O 5.6757 1.3142 25.1381
O 15.8171 15.8507 20.3441
O 5.5233 3.1804 27.6679
O -1.134 12.7191 17.3648
O 12.1049 4.127 29.7841
O -11.1237 7.5566 27.803
O 14.6574 24.4862 23.996
O 12.146 9.3182 26.8317
O -4.5079 3.2692 23.5696
O 10.3996 6.9623 22.7106
O 2.8829 23.048 20.4574
O 11.253 30.8244 18.4843
O 4.3812 25.9613 17.6872
O -1.4465 3.907 14.1229
O 25.74 6.9632 22.0025
O -18.6808 24.3766 28.7693
O 17.8024 1.007 27.4062
O 10.0632 -0.25 14.6502
O 35.1682 34.6632 26.2336
O 8.0266 5.2343 24.3305
O 12.6897 18.9448 23.3669
O 17.6683 9.6668 29.914
O 16.9085 9.7596 26.0778
O 15.0208 9.4167 14.1342
O 16.9847 18.1938 20.5978
O 15.8674 -2.2853 18.6333
O 0.5973 6.6542 17.5327
O 3.9639 17.8094 29.943
O 2.0587 15.2529 25.3012
O -16.1765 20.256 23.512
O 13.5841 7.2486 14.6919
O 5.2911 20.7434 20.9339
O 16.6483 16.3343 28.8826
O -0.5118 -1.3955 23.3282
O -2.5846 10.549 21.8782
O 20.0888 20.9736 17.0199
O 6.7703 6.7688 14.1639
O 8.212 25.9209 21.8425
O 19.5553 19.3148 15.0435
O 14.2206 21.3743 22.4972
O 9.9447 30.941 20.608
O 5.4403 22.8149 22.6066
O 13.284 5.2677 16.2854
O 18.4252 2.8647 29.2913
O 21.8327 5.6084 15.2129
O 8.9012 54.8452 19.3524
O 1.0876 13.2589 24.0766
O 10.8903 20.9865 29.1673
O 4.5158 17.8327 16.5907
O -4.8859 10.9754 15.072
O 0.9373 11.554 22.1517
O 25.6865 5.1666 26.9477
O 1.7577 16.5593 22.3792
O 2.3045 8.7844 29.1367
O 4.5646 16.1394 14.6711
O 7.2998 11.8052 17.2408
O 12.2036 1.3009 14.233
O -7.6596 23.6765 17.8921
O 24.8311 24.622 15.4456
O 9.6975 22.815 23.6689
O 29.2148 9.2411 19.6428
O 8.6367 17.1663 26.7916
O 16.2901 24.1103 16.2713
O 23.5213 31.5435 20.5303
O -0.4162 5.1621 20.8386
O 0.8372 -8.782 19.0629
O 3.436 -4.4994 18.8761
O 0.3116 8.7118 15.9316
O 13.5972 -17.9434 19.6175
O 31.2122 3.3254 19.505
O 17.0399 38.2938 22.5722
O 8.0188 20.8463 24.4006
O 11.1186 4.0763 17.4273
O 9.4805 1.3017 29.9914
O 27.2524 12.0606 29.5378
O -2.5364 7.7245 29.0247
O 7.0315 -14.1955 25.0314
O 17.2216 5.311 26.2784
O -0.1022 18.617 25.1914
O 2.0186 0.4191 28.3144
O 2.5984 -2.4529 17.4175
H 0.8127 3.5264 39.4462
H -0.8242 1.8762 39.4462
H 1.9145 -0.8373 39.4671
H 3.5513 0.8131 39.4671
H -0.7911 7.3399 39.4185
H 0.8511 8.9849 39.4185
H 1.9008 4.6221 39.4134
H 3.5434 6.2665 39.4134
H 6.297 3.5473 39.4135
H 4.6428 1.9145 39.4135
H 9.0037 0.8153 39.4157
H 7.3537 -0.8218 39.4157
H 4.6153 7.3362 39.4434
H 6.26 8.9786 39.4434
H 7.3476 4.5901 39.4541
H 8.989 6.2358 39.4541
H 0.5454 3.2599 5.9889
H 2.1831 4.9093 5.9889
H 4.9306 2.2045 5.9697
H 3.2943 0.5536 5.9697
H 2.1909 10.3289 6.0257
H 0.549 8.6836 6.0257
H 3.2454 5.973 6.011
H 4.8909 7.6146 6.011
H 7.6312 4.8788 6.0262
H 5.9811 3.242 6.0262
H 10.3428 2.1605 6.023
H 8.6996 0.5167 6.023
H 7.6406 10.3539 5.9827
H 5.9926 8.7147 5.9827
H 8.735 5.985 5.9533
H 10.3812 7.6259 5.9533

Results
free energy: -140244.233 eV
free energy less fixed offsets of H -15.71, O -570.45, Si -639.56 eV per atom: -3.513 eV

Forces (eV/angstrom), in the order of the atoms: element, x, y, z
Si 0.0018 -0.0029 -0.0118
Si 0.0036 -0.0022 -0.0171
Si -0.0053 0 -0.0105
Si -0.0015 0.0031 -0.0184
Si -0.0021 0.0065 -0.002
Si -0.0044 0.0028 -0.0054
Si 0.0023 -0.0035 -0.017
Si 0.003 -0.0027 -0.012
Si -0.0039 -0.0044 0.0007
Si 0.0036 0.0048 -0.001
Si 0.004 0.0014 0.0004
Si -0.0022 -0.0029 -0.0031
Si 0.0032 -0.0017 -0.0072
Si -0.0016 -0.0053 -0.0042
Si -0.0031 -0.0022 0.0019
Si 0.0033 0.0035 0.001
Si -0.0001 0.007 -0.0164
Si 0.0036 0.0019 -0.015
Si -0.0036 -0.0006 -0.0098
Si -0.0055 -0.0034 -0.0163
Si 0.0029 -0.0083 -0.0108
Si -0.0067 0.0041 -0.0111
Si 0.0016 0.0054 -0.0145
Si 0.0038 -0.0001 -0.0171
Si 0.0007 -0.0093 0.0021
Si -0.003 -0.0003 0.0036
Si -0.007 0.0061 0.0083
Si 0.0097 -0.0067 0.0075
Si -0.0011 -0.0003 0.0077
Si -0.0004 0 0.007
Si 0.0063 -0.0035 0.0076
Si -0.0064 0.0049 0.0056
Si 0.0042 -0.0013 0.0211
Si -0.003 -0.0012 0.0194
Si 0.0036 -0.0042 0.0158
Si -0.0108 0.0142 0.0298
Si -0.0055 0.0052 0.0232
Si 0.0001 -0.003 0.0185
Si 0.0098 -0.0011 0.0201
Si -0.0008 0.0052 0.0054
Si 0.021 0.0271 0.1786
Si -0.0371 -0.0371 0.1669
Si -0.0239 -0.0351 0.179
Si 0.0297 0.0062 0.1909
Si -0.0134 -0.0191 0.1717
Si 0.0287 0.0237 0.1896
Si 0.0119 0.0178 0.184
Si -0.025 -0.0225 0.1661
Si 0.037 -0.0097 0.2062
Si -0.0001 0.0754 0.3752
Si -0.1352 -0.0847 0.3798
Si 0.018 -0.0191 0.2043
Si -0.0591 -0.0297 0.3289
Si -0.0324 -0.0293 0.2431
Si 0.0128 -0.007 0.2195
Si -0.0038 0.0133 0.3315
Si 0.0358 -0.0209 -0.2525
Si -0.0241 0.0436 -0.4534
Si 0.0087 0.0065 -0.2334
Si 0.0279 -0.0578 -0.2053
Si -0.0371 0.0141 -0.2638
Si 0.0105 -0.0292 -0.1711
Si 0.0661 0.0191 -0.304
Si 0.0734 0.0899 -0.5072
Si 0.0257 0.0303 -0.169
Si -0.0168 -0.0015 -0.18
Si 0.0092 -0.0115 -0.1899
Si 0.0033 0.0146 -0.1737
Si -0.0114 -0.0297 -0.1959
Si 0.02 0.0222 -0.174
Si 0.0055 0.0011 -0.1631
Si -0.0152 0.0101 -0.1962
Si -0.0027 -0.0038 -0.0115
Si 0.0068 0.0044 -0.0232
Si 0.0037 -0.0007 -0.0266
Si 0.0045 -0.007 -0.0109
Si -0.0059 0.0086 -0.0302
Si -0.0025 -0.0016 -0.0147
Si -0.0004 -0.0065 -0.0112
Si 0.0082 -0.0134 -0.0236
Si 0.0073 0.0009 -0.0115
Si 0.0016 0.004 -0.0058
Si -0.0056 0.0028 -0.0098
Si -0.0001 -0.0076 -0.017
Si -0.0043 0.0009 -0.0094
Si -0.0036 -0.0103 -0.0086
Si 0.0014 -0.0018 -0.0088
Si 0.002 0.0106 -0.0093
Si -0.0079 -0.0014 0.0156
Si 0.0004 -0.0096 0.0164
Si 0.006 0.0047 0.0137
Si 0.0059 0.0074 0.0165
Si 0.0085 0.0042 0.0113
Si 0.0038 0.0091 0.0143
Si -0.0074 -0.0048 0.0144
Si -0.0031 -0.0077 0.0163
Si 0.0027 -0.0017 -0.0234
Si -0.0032 -0.0023 -0.0336
Si 0.0006 -0.0015 -0.0264
Si 0.003 0.0019 -0.0246
Si -0.0022 0.0008 -0.0252
Si 0.0049 0.0054 -0.0258
Si 0.0007 0.0025 -0.0266
Si 0.0003 -0.0021 -0.0304
Si 0.0019 0.0066 -0.0397
Si -0.0029 -0.0036 -0.0456
Si -0.0011 0.0021 -0.0427
Si 0.0025 0.0006 -0.0431
Si -0.0014 0.001 -0.0271
Si 0.0018 -0.0068 -0.0472
Si -0.0079 -0.0044 -0.0364
Si 0.0039 -0.0047 -0.0522
Si -0.0027 -0.0028 -0.0463
Si 0.003 0.006 -0.0347
Si 0.0024 0.0042 -0.0391
Si -0.0009 0.0018 -0.0389
Si -0.0042 -0.0028 -0.0468
Si -0.0016 0.0019 -0.0528
Si -0.0005 0.0043 -0.0448
Si -0.0079 -0.004 -0.0449
Si -0.0006 -0.0012 -0.041
Si 0.0015 0.0023 -0.0359
Si 0.0008 0.0024 -0.0424
Si -0.0055 -0.0042 -0.041
Si 0.0008 -0.0039 -0.0493
Si 0.0013 0.0039 -0.0389
Si -0.0063 -0.0036 -0.0387
Si -0.0001 -0.004 -0.0399
Si 0.0029 0.0018 -0.0521
Si 0.0049 0.0015 -0.0389
Si -0.0017 -0.0027 -0.0364
Si -0.0062 0.0004 -0.0508
Si 0.0063 0.0021 -0.0417
Si 0.0045 -0.0037 -0.0398
Si -0.0014 0.0025 -0.0442
Si 0.0008 0.0007 -0.0451
Si -0.0006 -0.0085 -0.0477
Si -0.002 -0.0059 -0.0436
Si -0.005 0.0033 -0.046
Si -0.0039 -0.002 -0.0395
O 0.0059 -0.0071 0.0218
O 0.0012 -0.0081 0.0313
O -0.0014 -0.0098 0.0253
O -0.0068 -0.0081 0.0181
O -0.007 0.005 0.0245
O -0.0044 0.0045 0.0152
O 0.0116 -0.0096 0.0272
O 0.0028 -0.0059 0.0292
O 0.0091 0.0069 0.0257
O 0.0026 -0.0056 0.0156
O 0.0025 0.0039 0.0225
O -0.0004 -0.0009 0.0071
O -0.0083 -0.0016 0.0265
O -0.0065 -0.0001 0.018
O 0.0021 0.0088 0.0265
O -0.0057 -0.0064 0.0153
O -0.001 0.0075 0.0215
O 0 -0.0125 0.0226
O -0.0044 0.0067 0.0353
O -0.0007 0.0084 0.024
O 0.0001 -0.0005 0.0093
O -0.0107 0.001 0.0208
O -0.0066 0.0129 0.0371
O 0.004 0.0082 0.0273
O -0.0055 -0.0074 0.0208
O 0.0044 -0.0107 0.0352
O -0.0005 0.0109 0.0296
O -0.0016 0.0021 0.0164
O 0.0023 -0.0031 0.0072
O -0.0043 0.0089 0.0209
O 0.0019 -0.0013 0.0059
O -0.002 -0.005 0.0183
O 0.011 0.0062 0.0245
O 0.0003 0.0045 0.0124
O -0.0005 -0.0007 0.0078
O 0.003 0.0027 0.0145
O 0.0098 -0.0057 0.0256
O -0.0015 -0.0067 0.0201
O -0.0049 0.01 0.0252
O -0.0016 0.0064 0.0363
O 0.0022 -0.0029 0.0167
O 0.003 0.0003 0.03
O -0.0019 0.0106 0.0273
O -0.0017 -0.0014 0.0004
O -0.0108 0.0041 0.0081
O 0.0076 0.0077 0.0222
O 0.0063 0.0005 0.0104
O -0.0022 -0.0008 0.0176
O 0.0017 0.0086 0.014
O -0.0036 -0.0033 0.019
O 0.0095 0.0003 0.022
O 0.0075 0.001 0.0325
O 0.0006 -0.0084 0.0284
O 0.0129 0.0051 0.0232
O -0.0082 0.007 0.0238
O 0.0029 0.0096 0.0245
O 0.0061 0.0073 0.0221
O -0.0096 0.0056 0.0174
O 0.0114 -0.0052 0.0231
O 0.0058 0.0014 0.0172
O 0.0075 -0.0098 0.0259
O -0.0061 -0.0027 0.0199
O 0.0102 -0.003 0.022
O 0.0009 -0.0008 0.01
O -0.0085 -0.0019 0.0252
O 0.0075 0.0026 0.0266
O -0.001 0.0003 0.0094
O -0.0006 0.0008 0.0209
O 0.012 0.0042 0.0332
O -0.0061 0.0071 0.0145
O 0.0049 0.0069 0.0146
O -0.0005 0.0045 0.0129
O 0.0046 -0.0029 0.0093
O 0.0015 -0.0047 0.0099
O 0.0082 -0.0045 0.0179
O -0.0011 0.0009 0.0102
O -0.0061 0.0067 0.0279
O 0.0099 -0.0061 0.0166
O -0.0073 -0.0071 0.0193
O -0.0065 -0.0125 0.0181
O 0.0017 -0.0022 -0.0005
O -0.002 -0.0128 0.0253
O -0.011 0.0114 0.032
O 0.0019 -0.0093 0.0172
O -0.0086 -0.006 0.0258
O 0.0036 0.0005 0.0319
O -0.0049 -0.0029 0.0167
O 0.0033 0.0025 0.0099
H -0.3013 -0.2483 -0.2603
H 0.3156 0.3472 -0.2472
H 0.2965 0.3565 -0.2342
H -0.2116 -0.3263 -0.248
H 0.2767 0.2486 -0.251
H -0.2967 -0.3423 -0.2857
H 0.2496 0.3005 -0.2842
H -0.3452 -0.2779 -0.2649
H -0.3761 -0.3279 -0.2661
H 0.2481 0.2811 -0.2785
H -0.3516 -0.3066 -0.2684
H 0.2644 0.2913 -0.2753
H 0.2845 0.341 -0.2429
H -0.306 -0.2504 -0.2646
H 0.3921 0.3289 -0.2216
H -0.2755 -0.2165 -0.2735
H 0.2577 0.2766 0.2727
H -0.3008 -0.3567 0.2458
H -0.402 -0.325 0.2162
H 0.2553 0.2308 0.2659
H -0.2153 -0.2677 0.3073
H 0.315 0.3391 0.288
H 0.3028 0.3463 0.274
H -0.2398 -0.2696 0.3051
H -0.2394 -0.2469 0.3186
H 0.4246 0.2871 0.2648
H -0.2528 -0.2662 0.305
H 0.3599 0.3039 0.2838
H -0.3494 -0.3438 0.218
H 0.2582 0.2528 0.2865
H 0.2647 0.2316 0.2717
H -0.3034 -0.3849 0.1976

The program warned: the cutoff lies below the one the program advises for these potential files; the forces do not sum to zero within the program's tolerance; empty levels may hold ghost states of the PAW files; the exchange-correlation potential is rough where the density is thin.
